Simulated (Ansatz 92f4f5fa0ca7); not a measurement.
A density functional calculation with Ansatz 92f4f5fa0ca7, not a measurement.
Periodic cell of 375 atoms, Si241O134, from a study of silicon, its oxide and their interface. The atomic structure is a simulated model.
Doubt: the cutoff is far below the 930 eV that the study's wrapper takes by default for these files, so forces and energies are approximate.

Settings: functional PBE; potential files Ansatz PAW; basis plane waves; wave-function cutoff 580 eV; density cutoff ratio 5; exchange-correlation grid ratio 1; k mesh 1 x 1 x 1, Gamma-centred; self-consistency stop 5e-08 eV per atom in the density residual; occupations fixed; spin none; net charge 0.

Cell vectors (angstrom)
a 11.6015 0 0
b 0 13.3963 0
c 0 0 42.6148

Atoms: element, x, y, z (angstrom)
Si 0 2.2327 1.1851
Si 3.8672 2.2327 1.1851
Si 7.7343 2.2327 1.1851
Si 1.9336 5.5818 1.1851
Si 5.8008 5.5818 1.1851
Si 9.6679 5.5818 1.1851
Si 0 8.9308 1.1851
Si 3.8672 8.9308 1.1851
Si 7.7343 8.9308 1.1851
Si 1.9336 12.2799 1.1851
Si 5.8008 12.2799 1.1851
Si 9.6679 12.2799 1.1851
Si 1.9336 1.1164 1.9745
Si 5.8008 1.1164 1.9745
Si 9.6679 1.1164 1.9745
Si 0 4.4654 1.9745
Si 3.8672 4.4654 1.9745
Si 7.7343 4.4654 1.9745
Si 1.9336 7.8145 1.9745
Si 5.8008 7.8145 1.9745
Si 9.6679 7.8145 1.9745
Si 0 11.1635 1.9745
Si 3.8672 11.1635 1.9745
Si 7.7343 11.1635 1.9745
Si 1.9336 1.1164 4.3426
Si 5.8008 1.1164 4.3426
Si 9.6679 1.1164 4.3426
Si 0 4.4654 4.3426
Si 3.8672 4.4654 4.3426
Si 7.7343 4.4654 4.3426
Si 1.9336 7.8145 4.3426
Si 5.8008 7.8145 4.3426
Si 9.6679 7.8145 4.3426
Si 0 11.1635 4.3426
Si 3.8672 11.1635 4.3426
Si 7.7343 11.1635 4.3426
Si 0 0 38.2743
Si 3.8672 0 38.2743
Si 7.7343 0 38.2743
Si 1.9336 3.3491 38.2743
Si 5.8008 3.3491 38.2743
Si 9.6679 3.3491 38.2743
Si 0 6.6981 38.2743
Si 3.8672 6.6981 38.2743
Si 7.7343 6.6981 38.2743
Si 1.9336 10.0472 38.2743
Si 5.8008 10.0472 38.2743
Si 9.6679 10.0472 38.2743
Si 0 0 40.6424
Si 3.8672 0 40.6424
Si 7.7343 0 40.6424
Si 1.9336 3.3491 40.6424
Si 5.8008 3.3491 40.6424
Si 9.6679 3.3491 40.6424
Si 0 6.6981 40.6424
Si 3.8672 6.6981 40.6424
Si 7.7343 6.6981 40.6424
Si 1.9336 10.0472 40.6424
Si 5.8008 10.0472 40.6424
Si 9.6679 10.0472 40.6424
Si 0 2.2327 41.4318
Si 3.8672 2.2327 41.4318
Si 7.7343 2.2327 41.4318
Si 1.9336 5.5818 41.4318
Si 5.8008 5.5818 41.4318
Si 9.6679 5.5818 41.4318
Si 0 8.9308 41.4318
Si 3.8672 8.9308 41.4318
Si 7.7343 8.9308 41.4318
Si 1.9336 12.2799 41.4318
Si 5.8008 12.2799 41.4318
Si 9.6679 12.2799 41.4318
Si 1.3097 3.3812 23.2445
Si 0.7963 6.5528 32.1861
Si 2.1052 5.2701 30.7867
Si 6.7709 7.9295 19.3709
Si 4.8524 1.0708 32.3121
Si 10.8336 1.8359 29.4908
Si 3.8822 10.5371 32.3498
Si 3.9042 9.1896 34.3491
Si 12.7994 2.2715 31.6908
Si -1.5433 6.2227 31.8677
Si 6.0815 5.65 23.156
Si 9.3071 11.4444 30.4601
Si 3.683 0.2362 28.7744
Si 4.63 8.2966 24.1159
Si 7.8898 2.2498 29.7632
Si 1.7785 5.7918 34.2711
Si 0.636 10.5864 26.027
Si 5.7134 -1.1799 32.4642
Si -2.5984 13.0424 28.7106
Si 5.693 5.7235 34.0253
Si 5.1065 9.1744 30.971
Si 0.2352 15.7214 34.094
Si 2.0378 12.0118 32.0018
Si 13.4666 13.4933 26.2181
Si 5.0549 5.999 31.6808
Si 4.0286 2.157 34.3173
Si 7.7662 2.2927 34.2162
Si 2.9308 0.6426 31.0452
Si 11.5502 8.8473 32.2008
Si 11.8179 10.8082 30.8506
Si -2.3571 8.3941 32.3343
Si 7.9534 8.899 34.3454
Si 9.6707 5.5842 34.2056
Si 1.8711 12.347 34.3658
Si 5.8214 12.3276 34.7485
Si 9.4519 12.4384 34.2481
Si 2.0164 1.1771 35.1174
Si 5.9376 1.2109 35.2921
Si 9.7714 1.2612 34.9504
Si -0.0107 4.4907 35.0736
Si 3.8215 4.5354 34.8805
Si 7.654 4.5543 34.8919
Si 2.0115 7.9575 35.1893
Si 5.8391 7.909 34.9603
Si 9.7696 7.7379 35.2593
Si -0.1342 11.3049 35.0703
Si 3.7914 11.2932 35.3403
Si 7.7848 11.1352 35.2304
Si 1.9385 1.1254 37.4825
Si 5.8125 1.1298 37.5951
Si 9.69 1.1355 37.389
Si -0.0034 4.4577 37.4562
Si 3.8588 4.4696 37.3668
Si 7.7249 4.4765 37.3692
Si 1.9516 7.8253 37.5232
Si 5.8039 7.8276 37.4018
Si 9.6707 7.8077 37.5724
Si -0.0168 11.184 37.4565
Si 3.8542 11.1693 37.6329
Si 7.7431 11.1512 37.5561
Si -0.0037 -0.0083 5.1023
Si 3.8853 -0.0083 5.2064
Si 7.7362 -0.0111 5.1902
Si 1.9271 3.3442 5.0432
Si 5.7712 3.3522 5.2078
Si 9.6574 3.35 5.2049
Si 0.0102 6.6961 4.9775
Si 3.8656 6.6793 5.1258
Si 7.7197 6.7071 5.1024
Si 1.9331 10.017 5.2443
Si 5.7895 10.0436 5.0217
Si 9.6843 10.0408 5.1195
Si 0.0529 -0.058 7.4548
Si 3.9268 -0.1106 7.6494
Si 7.7785 -0.0909 7.5943
Si 1.8263 3.2544 7.3517
Si 5.6506 3.2043 7.6495
Si 9.5558 3.3208 7.6382
Si 0.0535 6.6305 7.2705
Si 3.8017 6.5898 7.4871
Si 8.0107 6.9236 7.4034
Si 1.9225 9.8622 7.7135
Si 5.7363 9.9793 7.3271
Si 9.7595 10.0491 7.4722
Si -0.0697 2.1507 8.2235
Si 3.6228 2.1471 8.3953
Si 7.6208 2.1446 8.3913
Si 1.8626 5.4492 8.1712
Si 5.2208 5.2259 8.8036
Si 9.7751 5.6458 8.2006
Si 0.1645 7.5273 13.3613
Si 3.9618 8.7566 8.3659
Si 6.768 8.9699 11.5778
Si 0.3036 10.3981 12.1632
Si 5.9371 12.0439 8.4285
Si 9.7915 12.245 8.3643
Si -5.0574 1.7899 11.3062
Si 2.6237 2.6557 10.5821
Si 12.0552 1.7854 10.5071
Si -3.2671 7.2336 11.0861
Si 4.4501 9.3008 17.9592
Si 4.9195 7.9124 10.4328
Si 5.2743 4.434 12.6933
Si 4.8958 11.5404 19.9906
Si 9.3129 8.6092 15.2751
Si 3.8925 14.3325 11.6357
Si 8.1673 5.5199 12.6636
Si 13.0595 11.4164 14.8042
Si 6.7806 6.8164 9.3727
Si 4.4256 -2.5368 15.1614
Si 4.6816 0.6144 14.766
Si -4.6184 10.1226 13.5791
Si -0.111 8.6846 8.3836
Si 9.0904 3.4184 16.826
Si 7.7336 9.1376 8.1995
Si 9.3942 11.6168 10.7305
Si 4.7967 5.0204 15.6905
Si 1.9416 14.3991 15.8833
Si 0.0438 5.874 11.6275
Si 8.6749 8.98 23.2358
O 6.9516 17.1122 20.1762
O 4.2551 10.2434 19.257
O 8.7209 -10.4669 18.3359
O 31.4904 9.5976 14.4427
O 22.1265 2.6765 21.2279
O 14.216 -10.6278 23.985
O 12.2037 9.1095 18.1085
O 5.6151 5.5147 21.5975
O -15.6481 15.5714 10.0934
O 1.6393 0.9784 17.4834
O 4.237 14.2546 13.2237
O -6.8236 4.8137 19.0795
O 21.7011 22.838 16.4238
O 6.1228 14.6812 15.0649
O 28.7355 9.9952 14.333
O 8.3613 11.9991 18.9921
O 17.4498 11.0423 21.2261
O 18.1744 9.7158 31.5178
O 1.0029 2.1108 15.16
O -13.8268 5.2361 25.3845
O -2.5168 21.7128 21.7971
O -2.6598 20.5284 27.8629
O 16.1562 22.6132 22.7582
O 17.3956 3.0551 12.0026
Si 4.6716 3.7794 17.7769
Si 15.0696 1.3735 23.9011
Si 13.6034 -8.3266 10.5284
Si -3.6151 9.4058 30.7052
Si 11.1769 12.945 21.8001
Si 7.2257 -13.6939 18.6107
Si 7.6079 0.945 15.6443
Si 6.1244 4.8056 29.1108
Si -4.2933 -16.168 10.047
Si 0.1995 3.475 20.5347
Si 0.1194 -9.9277 15.2746
Si -3.6209 -1.0963 25.8927
Si 0.0335 -4.3663 34.5288
Si 10.5474 3.899 12.3486
Si 0.293 6.5906 20.3982
Si -5.9753 3.1136 24.7799
Si 8.4151 1.8646 24.9579
Si 4.1631 5.708 10.9777
Si 10.5349 15.088 22.5914
Si 1.8665 6.1532 15.542
Si 6.0431 5.0882 20.0879
Si 7.8551 -7.3932 15.6643
Si 1.8905 7.8769 25.3943
Si 12.8733 9.9884 28.834
Si 11.3653 -3.25 17.1681
Si -1.1825 -6.3332 10.0096
Si 7.2114 14.9331 31.9615
Si 1.7207 -0.9251 10.5615
Si 9.519 -4.7723 20.2629
Si 5.8566 9.9559 26.5859
Si 11.9396 6.274 23.348
Si 1.6446 7.8498 18.0712
Si 8.1472 12.635 32.1581
Si 9.0183 19.5113 24.0505
Si 13.5475 12.1785 8.2489
Si 18.9956 20.9601 28.1616
Si 2.09 2.0219 18.6684
Si 9.8926 -1.8064 19.3743
Si 0.9563 2.8064 27.0916
Si 1.3721 20.3265 28.3181
Si -3.5223 13.0631 13.0347
Si -4.358 2.6322 18.9899
Si -1.6778 19.4249 28.5743
Si 27.322 3.0888 27.6179
Si 2.6574 13.4788 21.1144
Si 10.0144 4.0909 26.3552
Si 15.9865 10.695 28.3347
Si 5.931 9.5739 21.9419
Si 9.9524 10.8259 23.9277
O 3.3066 14.0844 22.4636
O 20.3527 -19.0723 24.3219
O 14.0632 -0.0541 27.7265
O 5.8353 21.8404 18.1257
O 14.8472 -10.4029 18.034
O 0.0358 15.8093 23.6062
O 9.7274 19.3061 30.2167
O -4.1276 8.2839 29.6231
O 11.4181 6.5109 28.1883
O 14.7842 -18.4876 17.8536
O 5.6638 7.0712 23.8186
O 8.3821 2.3638 15.8023
O 11.8979 2.6321 28.5711
O -2.1294 -10.7361 29.8617
O 12.4319 10.6719 16.0824
O 1.6184 12.987 15.161
O 8.9259 -9.2502 12.1359
O 15.2242 25.7052 20.5916
O 13.0023 10.9666 11.1179
O 4.9243 -3.808 29.4146
O -6.8772 -9.2159 14.2369
O 14.6432 13.7724 25.1198
O 22.5743 2.5391 11.5197
O 0.4952 0.1557 10.925
O 33.9636 11.7104 22.8027
O 12.4293 6.881 21.9176
O 1.4449 8.3686 29.0833
O 12.7891 -0.4842 21.5115
O 0.2345 23.7179 27.5944
O 14.3419 37.3549 28.3695
O 6.2201 19.2723 15.706
O 1.7802 -3.9119 25.6419
O 7.8061 14.1876 28.9517
O -7.9958 5.27 31.4575
O -4.3066 1.0805 19.5038
O 15.1345 14.7151 15.6826
O 15.0896 19.4189 15.6512
O 10.6974 3.4266 16.5491
O 14.6883 -13.8512 11.3157
O 5.7701 12.4143 18.9155
O 0.5918 7.3354 24.559
O -5.4892 5.2457 30.6798
O 7.2689 -12.4667 12.4566
O 16.0755 23.6695 16.6651
O 28.0155 -14.358 15.1588
O 8.5831 -7.6792 14.2261
O -1.5976 23.5682 20.1724
O -15.9758 -10.444 24.7975
O 7.0906 -9.9243 29.0283
O 32.0771 11.812 24.6434
O -0.7995 11.4159 18.0219
O 30.9375 0.4974 25.5577
O 5.2932 -12.5222 10.7529
O -16.6437 -21.3716 12.7618
O 23.6422 11.2665 13.5463
O 10.4572 12.7623 20.338
O 23.9548 -10.5596 19.137
O 2.6469 14.6036 19.9469
O 12.4769 -12.0009 26.2655
O 5.0577 -4.1273 25.3397
O 8.4826 18.314 16.6942
O 14.122 3.257 27.2962
O 20.7484 15.0495 23.4981
O 12.7439 4.9149 23.7467
O 4.6744 -1.0975 28.7193
O 6.0095 2.7823 17.8823
O 11.6655 3.9395 26.3014
O -1.165 -5.4567 14.2626
O 16.5871 16.6323 26.2624
O 9.4256 15.9883 26.0414
O 22.2533 7.5232 19.9243
O 5.0286 15.1794 24.0572
O 19.0426 13.4955 17.0346
O 12.2119 -4.5532 12.4899
O 27.852 17.6712 28.6153
O 8.2874 8.4921 19.1997
O 7.7097 5.5049 23.2882
O -0.7659 17.0156 13.9272
O 2.0195 7.0751 26.8231
O 1.5485 20.3889 19.4449
O 14.5267 -2.6647 14.5115
O 18.4261 8.6857 27.1315
O -16.0526 22.9679 23.0353
O 11.5342 14.9288 30.9195
O 13.7301 -7.5997 29.2229
O 27.6379 -11.7768 28.2883
O -17.0493 35.2393 20.7865
O 16.9035 4.4782 23.9701
O 7.1744 25.1019 13.178
O -23.3768 5.0337 20.2429
O -20.0047 -19.1817 24.4747
O 12.7794 -8.7044 15.3942
O 1.4546 20.4903 14.2727
O 9.2469 26.1664 11.9253
O 12.7117 25.5226 25.7911
O -1.1696 -2.8527 11.4543
O 1.4485 3.3902 21.6126
O -4.9046 -2.0926 26.0888
O -2.8024 -1.1455 27.3151
O -1.9568 4.5798 27.8724
O 10.9716 -3.1071 25.0776
O 8.5026 0.0667 14.5715
O -4.7158 -7.0876 19.4077
O 12.8312 20.2562 16.8522
O 4.9039 20.9733 31.2726
O 18.1531 32.926 28.2296
O 13.0668 -9.6359 30.9762
O 10.3545 5.9535 23.1331
O 8.3712 7.5053 16.0351
O 22.0422 27.2432 28.7146

Results
free energy: -229407.571 eV
free energy less fixed offsets of O -568.88, Si -635.61 eV per atom: 4.359 eV

Forces (eV/angstrom), in the order of the atoms: element, x, y, z
Si -0.0102 0.0759 0.0185
Si -0.0169 0.0585 0.0051
Si -0.0014 -0.001 0.0272
Si 0.044 0.0097 0.0639
Si -0.0278 0.0398 -0.0408
Si 0.0303 0.013 0.0119
Si -0.0057 -0.0238 -0.0185
Si -0.0388 -0.054 -0.0182
Si 0.0182 -0.0417 0.0059
Si -0.0235 0.0088 -0.096
Si 0.0448 -0.0011 0.0902
Si 0.0075 -0.0256 0.049
Si 0.1029 -0.1381 -0.0321
Si 0.0065 0.0175 -0.0178
Si -0.0409 0.0371 -0.0189
Si -0.1417 -0.1255 -0.0164
Si 0.0828 -0.0283 0.0241
Si -0.0508 -0.008 -0.0555
Si 0.1204 0.1088 0.0094
Si -0.0079 -0.1028 -0.013
Si -0.0386 0.0434 -0.0278
Si 0.137 -0.054 0.0054
Si -0.2061 0.0377 -0.0462
Si 0.0444 0.046 -0.0072
Si 0.1461 -0.2768 0.0024
Si 0.0392 0.0171 0.4611
Si -0.1811 0.055 0.2535
Si -0.3101 -0.3004 -0.3212
Si 0.1298 -0.0685 -0.131
Si -0.1691 -0.2278 0.4751
Si 0.3192 0.2543 -0.2394
Si -0.2524 -0.1459 -0.3114
Si -0.2058 0.0918 -0.2751
Si 0.2844 -0.2396 0.0315
Si -0.4024 0.0531 0.1938
Si 0.218 0.0556 0.0484
Si -0.1004 0.1223 -0.1677
Si -0.1338 0.2657 0.4668
Si 0.4404 0.1006 -0.0436
Si 0.1411 0.1846 -0.2997
Si -0.0037 0.5145 -0.1917
Si -0.1447 0.0393 -0.5154
Si 0.1985 -0.1441 0.1307
Si 0.2288 -0.1383 -0.3571
Si -0.3297 -0.1615 -0.2524
Si -0.4006 0.0237 0.3081
Si 0.105 -0.2395 0.1444
Si 0.2353 0.1237 0.3314
Si -0.0227 0.0505 -0.0096
Si -0.0347 0.1469 -0.0114
Si 0.1856 0.0259 0.0417
Si 0.0644 0.0587 0.0163
Si -0.0545 0.2169 0.0051
Si -0.0924 0.0395 0.0247
Si 0.1091 -0.0523 0.0071
Si 0.115 -0.0648 0.0495
Si -0.1025 -0.0625 0.0122
Si -0.191 0.0285 0.0052
Si 0.0067 -0.1232 -0.0142
Si 0.1007 -0.0545 0.0162
Si 0.0175 -0.0753 -0.063
Si 0.0187 -0.0651 0.0271
Si -0.0111 -0.0098 -0.0488
Si -0.0445 -0.0105 -0.0003
Si 0.0228 -0.0409 0.0759
Si -0.0187 -0.0008 -0.0495
Si 0.009 0.0223 0.0719
Si 0.0284 0.0547 -0.0469
Si -0.0066 0.04 -0.0164
Si 0.015 -0.0123 0.016
Si -0.0521 -0.0042 -0.0895
Si 0.0052 0.0167 0.0181
Si -0.0047 0.058 0.1176
Si -0.2163 0.3877 -0.1089
Si -0.2932 0.3448 0.1946
Si -0.0667 0.1145 -0.1491
Si 0.1143 -0.0517 -0.2751
Si -0.1837 -0.1082 -0.0601
Si 0.2041 -0.2731 -0.2642
Si -0.0647 0.1219 0.1652
Si -0.0809 -0.099 0.148
Si -0.0679 0.2694 -0.2432
Si 0.0133 -0.2059 0.0957
Si -0.0049 0.0224 -0.3807
Si -0.3373 0.2303 0.5372
Si -0.1984 -0.2342 -0.0789
Si -0.161 -0.2958 0.6909
Si -0.0365 0.0492 0.1634
Si 0.0734 -0.0684 0.2155
Si -0.1807 0.0449 -0.1711
Si 0.0714 -0.1696 0.8548
Si 0.0004 -0.0027 0.0297
Si -0.706 0.3934 0.9822
Si 0.1977 0.0835 0
Si -0.0533 -0.117 -0.0437
Si 0.1308 0.3001 0.2568
Si 0.3232 -0.1472 0.6279
Si 0.0983 -0.0788 -0.0182
Si -0.0797 -0.0474 -0.2591
Si 0.213 0.0348 -0.1303
Si 0.2342 0.0083 0.2271
Si -0.066 0.0428 0.0596
Si -0.3832 0.0637 -0.2966
Si 0.1193 0.0021 -0.0253
Si -0.1721 -0.4352 -0.0837
Si -0.0042 -0.0339 0.0365
Si -0.1595 -0.15 0.2339
Si 0.0795 -0.1607 -0.1155
Si -0.0061 -0.0902 -0.0249
Si 0.1266 -0.0782 0.2393
Si 0.0916 0.0656 0.0604
Si -0.0831 -0.0941 0.025
Si -0.1495 -0.0566 0.0572
Si -0.1065 0.14 0.1246
Si 0.1456 0.1764 -0.042
Si 0.1145 0.0517 -0.0037
Si 0.039 0.2087 -0.0777
Si -0.1029 0.0279 -0.0332
Si 0.1071 -0.0237 0.1766
Si -0.2084 -0.0596 0.2503
Si 0.0154 -0.0744 0.0467
Si 0.0821 0.0135 -0.0341
Si 0.0407 0.0935 0.1248
Si -0.0397 -0.0458 0.0798
Si -0.089 -0.0199 0.0219
Si -0.0906 -0.023 0.0505
Si 0.0423 0.0192 0.0707
Si 0.023 -0.0127 0.0038
Si 0.1431 -0.2284 0.0559
Si -0.0858 0.0614 0.0206
Si -0.0481 0.1258 -0.1133
Si -0.0108 -0.0684 -0.0665
Si -0.0296 -0.0159 0.0703
Si 0.1282 -0.0114 0.0482
Si 0.0297 0.1315 -0.0902
Si -0.037 -0.0014 0.0446
Si 0.0884 -0.0857 0.0597
Si -0.0741 0.0379 0.0308
Si 0.1211 -0.0974 0.1122
Si 0.0292 -0.0097 0.0052
Si -0.0183 0.02 -0.0243
Si -0.0958 -0.0666 -0.0266
Si -0.0963 -0.0039 0.0162
Si 0.0357 0.1191 0.0432
Si -0.0235 0.0144 -0.1535
Si -0.0254 0.0198 0.13
Si 0.0995 -0.1464 -0.1224
Si 0.0464 0.0007 -0.027
Si -0.2652 0.0589 -0.1786
Si 0.0722 0.0561 -0.1752
Si -0.093 -0.1138 0.0773
Si 0.0718 -0.306 0.1154
Si 0.1771 0.0863 0.2896
Si -0.108 0.0856 0.1281
Si 0.1028 -0.031 0.0566
Si -0.1367 0.2338 -0.0213
Si -0.0211 0.0507 0.1521
Si -0.0597 -0.0093 -0.1014
Si -0.1026 0.0579 0.4664
Si 0.0458 0.098 0.0376
Si 0.0498 -0.195 0.4775
Si 0.0916 0.2014 -0.054
Si -0.0563 -0.2144 -0.3481
Si -0.022 0.1834 0.1957
Si -0.2707 -0.1311 0.0834
Si -0.3569 0.2048 0.0908
Si 0.095 -0.1519 -0.134
Si 0.0673 -0.1392 0.3744
Si 0.0096 -0.0234 -0.2992
Si 0.1829 0.0527 -0.0974
Si -0.2715 0.0139 -0.0895
Si -0.0491 0.3025 0.1387
Si -0.0495 0.1221 -0.2434
Si 0.239 0.5439 0.0293
Si -0.176 0.3983 -0.4629
Si 0.0928 -0.0601 -0.2502
Si -0.1259 0.1423 -0.3347
Si -0.3077 0.1575 0.0539
Si 0.1388 0.0999 -0.3765
Si 0.1988 0.0716 0.0224
Si -0.2427 -0.6745 -0.2517
Si 0.0251 -0.019 -0.2287
Si -0.1919 -0.1915 -0.1927
Si -0.0547 -0.216 -0.2765
Si -0.1734 -0.1704 -0.1835
Si 0.0168 -0.1336 -0.1007
Si 0.4904 0.5124 -0.5001
Si 0.0148 0.3622 -0.2708
Si 0.0082 -0.2133 -0.4286
Si -0.0223 -0.1303 -0.2435
Si -0.1039 -0.1133 0.2582
Si 0.0091 -0.2864 -0.1149
O -0.0152 0.0274 0.039
O -0.0209 0.0884 0.1909
O -0.0783 0.0045 0.142
O 0.1879 -0.0157 0.2171
O 0.0028 -0.1686 0.0074
O -0.0667 0.005 -0.1058
O -0.0179 -0.0282 0.0949
O -0.0473 -0.0062 -0.0812
O -0.0607 -0.0722 -0.2079
O 0.0155 0.0753 0.2735
O 0.1228 -0.0361 0.2025
O -0.007 -0.0756 -0.0318
O -0.0133 0.0006 0.1062
O 0.0331 0.1206 0.0451
O -0.0642 0.1201 0.1931
O 0.1227 -0.0615 0.144
O 0.0535 -0.0434 0.1616
O 0.0215 -0.0201 -0.276
O -0.0347 0.0535 0.0862
O -0.0466 0.0713 -0.1176
O 0.016 0.0393 -0.0008
O -0.0854 0.0644 -0.0658
O 0.0863 0.0157 0.0124
O 0.1199 0.0133 0.1766
Si -0.0208 -0.169 0.308
Si 0.0457 0.1583 0.1591
Si 0.1612 -0.1332 0.0407
Si 0.8932 -0.1098 0.2268
Si -0.1142 0.0437 0.0323
Si -0.0222 0.075 -0.2678
Si 0.0918 -0.17 -0.0991
Si -0.1023 -0.3618 -0.1264
Si -0.1294 -0.1188 -0.0638
Si 0.1511 0.1491 0.0034
Si 0.0358 -0.0551 -0.1505
Si 0.2786 0.3791 0.3922
Si 0.0955 -0.0746 0.0285
Si 0.1844 -0.1694 -0.5435
Si 0.1107 0.0157 0.0118
Si -0.1147 -0.0248 0.159
Si -0.0489 0.2613 0.1637
Si -0.0491 -0.3123 -0.2778
Si -0.0126 0.4676 0.3529
Si -0.2879 0.0087 -0.1307
Si 0.0759 -0.0351 0.0589
Si 0.2834 -0.0265 -0.1851
Si -0.0967 -0.2384 0.1277
Si -0.2347 0.0262 0.504
Si 0.1057 -0.0276 -0.3279
Si 0.1013 0.097 -0.2114
Si 0.0467 0.0647 0.0949
Si -0.195 0.1291 -0.6274
Si -0.0631 -0.1075 -0.0539
Si 0.0709 -0.331 0.0207
Si 0.0598 -0.0505 0.1006
Si -0.0436 0.095 -0.148
Si -0.215 0.2262 0.2908
Si 0.0407 -0.1646 0.1013
Si 0.027 0.0092 0.1719
Si 0.3627 -0.1531 0.5782
Si -0.0528 -0.1073 -0.2926
Si -0.0168 -0.166 -0.4121
Si 0.0859 0.1153 0.0389
Si -0.1861 -0.0937 0.0296
Si 0.2336 -0.4806 0.0089
Si 0.0928 -0.017 -0.1771
Si 0.015 0.0372 0.5693
Si 0.021 -0.0023 0.0137
Si 0.1339 0.1623 0.0435
Si 0.1227 0.0169 0.1104
Si -0.1288 0.1168 0.1844
Si -0.0558 -0.0032 -0.2219
Si 0.0601 0.0209 0.0645
O -0.026 -0.1178 -0.1459
O -0.043 0.2181 -0.0549
O -0.0922 -0.1103 -0.2691
O 0.1093 -0.0936 0.1028
O 0.1003 0.1373 0.0179
O -0.1472 -0.1705 -0.2429
O -0.0392 -0.2282 0.0642
O -0.257 -0.0976 -0.433
O 0.0256 0.0095 -0.055
O -0.0111 -0.069 0.051
O 0.0125 0.167 0.0328
O -0.0101 0.0728 0.0333
O 0.0444 0.1239 -0.1159
O 0.1996 0.0468 -0.1938
O -0.0531 -0.0802 0.0952
O -0.0224 0.0418 0.0342
O -0.1027 -0.0392 0.2291
O -0.0892 -0.0185 0.037
O 0.0645 -0.0635 0.0186
O 0.1595 -0.058 -0.5722
O 0.0983 0.1551 0.1538
O 0.0118 -0.0758 -0.0839
O 0.1176 0.1042 0.0278
O 0.1326 -0.0281 -0.0665
O 0.0434 -0.0874 -0.0047
O -0.02 0.029 -0.0324
O 0.0952 0.2118 -0.0468
O -0.0647 -0.0676 0.0021
O 0.0172 0.0414 -0.1055
O 0.2347 0.017 -0.1971
O -0.2005 0.0222 0.0438
O 0.0779 0.1737 -0.0735
O 0.1322 0.0496 -0.2971
O -0.0962 -0.1601 -0.2618
O -0.0155 0.0279 0.1416
O 0.03 0.1188 0.0567
O 0.1631 0.0628 0.0557
O 0.018 0.0391 0.0589
O 0.2208 0.098 0.0568
O -0.0157 0.0144 0.0833
O -0.055 0.0504 -0.0515
O 0.0153 0.0769 0.0447
O -0.0411 0.3023 0.0264
O 0.0135 -0.0971 0.2121
O 0.0687 0.1029 0.0425
O -0.0325 -0.0111 0.2175
O -0.0167 0.0315 0.0939
O 0.0788 -0.0454 -0.0457
O 0.0022 0.2701 -0.2506
O 0.0206 -0.051 -0.0913
O -0.1045 0.0728 0.252
O -0.0449 -0.1141 -0.0602
O 0.0714 -0.1315 0.0381
O -0.2489 -0.0804 0.0733
O -0.0506 -0.0443 -0.0458
O 0.0926 0.0582 0.1645
O -0.0751 0.0201 0.1283
O 0.0385 -0.0615 0.1122
O -0.0683 -0.1477 -0.1068
O 0.1439 0.1733 0.1266
O -0.0857 0.0594 0.0575
O -0.0483 0.0137 -0.0029
O 0.1798 -0.127 -0.2193
O -0.032 -0.0347 -0.0497
O 0.0728 -0.2117 -0.0592
O -0.1156 0.1664 0.0946
O -0.0253 -0.074 -0.0394
O 0.0296 -0.0114 0.011
O 0.0744 0.0112 -0.1198
O -0.0873 -0.1588 -0.0791
O -0.0729 0.0304 0.0181
O -0.0245 -0.0703 -0.0572
O 0.001 -0.0513 0.1776
O 0.0242 0.0149 -0.009
O -0.022 0.1009 -0.0001
O 0.0386 0.0077 0.0642
O 0.009 0.0484 -0.0364
O 0.0288 -0.0151 0.1322
O 0.059 0.0399 -0.0863
O -0.0002 -0.0669 0.0925
O -0.1142 -0.0262 -0.0385
O -0.2838 0.4956 -0.4016
O 0.0448 0.0519 0.0434
O 0.0112 -0.0359 0.0298
O 0.224 -0.1289 -0.1066
O 0.0361 -0.0405 -0.0634
O -0.0329 -0.0142 0.1478
O 0.0456 0.1064 -0.0807
O -0.0225 0.1535 0.0907
O -0.0602 -0.068 -0.0153
O 0.1523 0.0568 -0.0326
O 0.0659 0.0081 0.0784
O 0.1808 0.0613 0.2185
O -0.0608 0.0459 0.093
O -0.0433 -0.1233 -0.0823
O 0.1073 -0.2479 -0.0262
O 0.0005 0.0166 -0.1177
O -0.1637 -0.2684 -0.0884
O -0.1566 -0.1012 -0.6854
O -0.0526 -0.0284 -0.0821
O -0.1674 0.0085 -0.1722
O -0.0509 0.0683 -0.0718
O -0.0017 -0.0326 0.0248
O 0.0465 -0.0032 0.0918
O 0.0662 0.0439 -0.3452
O -0.0527 0.119 -0.0241
O 0.276 -0.2019 0.067
O -0.026 0.0031 -0.0729
O -0.0489 -0.0554 0.1082
O 0.0827 0.0745 -0.1077

The program warned: the cutoff lies below the one the program advises for these potential files; the exchange-correlation potential is rough where the density is thin.
